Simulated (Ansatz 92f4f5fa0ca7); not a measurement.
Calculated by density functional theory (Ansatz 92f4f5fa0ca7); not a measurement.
Periodic cell of 215 atoms, Si132O82As1, from a study of silicon, its oxide and their interface. The atomic structure is a simulated model.
Doubt: the cutoff is far below the 930 eV that the study's wrapper takes by default for these files, so forces and energies are approximate.

Settings
functional: PBE
potential files: Ansatz PAW
basis: plane waves
wave-function cutoff: 580 eV
density cutoff ratio: 5
exchange-correlation grid ratio: 1
k mesh: 1 x 1 x 1, Gamma-centred
self-consistency stop: 5e-08 eV per atom in the density residual
occupations: fixed
spin: none
net charge: +1 e, with a uniform compensating background and no finite-size correction

Cell vectors (angstrom)
a 10.938 0 0
b 0 10.938 0
c 0 0 31.5432

Atoms and the computed forces on them: element, x, y, z (angstrom), force x, y, z (eV/angstrom)
Si 10.4292 0.5789 24.332 0.0433 -0.0107 -0.1515
Si 6.0395 10.502 24.1414 -0.0308 0.0767 -0.1235
Si 2.1245 3.253 24.0781 0.002 -0.0623 -0.166
Si 8.7002 2.2631 24.2997 -0.0797 0.0163 -0.1321
Si 0.4931 5.0566 24.16 -0.0379 0.0651 -0.1349
Si 5.0467 5.8997 24.1954 0.0491 -0.0619 -0.1609
Si 3.3896 7.653 24.16 -0.0254 0.0185 -0.1485
Si 7.827 8.8312 23.9884 0.0627 -0.0338 -0.1703
Si 1.3387 1.4815 25.4451 -0.0191 0.0341 0.0767
Si 6.9094 1.3099 25.4845 0.0235 -0.0318 0.0862
Si 4.0208 4.1047 25.321 -0.0304 0.0073 0.0429
Si 9.6549 4.1062 25.413 0.0386 -0.0327 0.0563
Si 1.4884 6.8193 25.3631 0.0141 -0.0174 0.0579
Si 6.8924 6.9528 25.2388 -0.0103 0.0227 0.0209
Si 4.223 9.5394 25.3372 0.0109 -0.0202 0.037
Si 9.5285 9.645 25.4248 -0.0563 0.0086 0.0955
Si 2.7726 0.0096 26.6434 0.0062 0.0192 -0.1383
Si 8.2126 -0.0228 26.932 0.0105 -0.0032 0.2078
Si 0.0079 2.774 26.9073 0.0097 -0.0051 0.1988
Si 5.4422 2.7418 26.6663 0.0056 -0.0122 -0.1103
Si 2.7479 5.4403 26.833 0.0036 0.001 0.1269
Si 8.2149 5.5299 26.6318 0.0236 0.0114 -0.1234
Si 0.034 8.2148 26.6521 0.0247 0.0246 -0.1197
Si 5.5472 8.2042 26.7889 0.0169 0.0141 0.0942
Si 4.1005 1.3714 28.0615 -0.0065 0.0406 0.0619
Si 9.5836 1.3771 28.2611 -0.0047 -0.0047 -0.3597
Si 1.3808 4.1301 28.2606 0.0032 -0.0588 -0.348
Si 6.8258 4.1474 28.012 0.0144 -0.0595 0.1203
Si 4.1551 6.8271 28.1429 -0.0912 0.0244 -0.0977
Si 9.5896 6.8582 28.0415 -0.0273 0.006 0.0867
Si 1.3907 9.5944 28.0336 -0.0478 0.0037 0.1226
Si 6.8333 9.5388 28.26 0.0691 0.0788 -0.3383
Si 0.0454 -0.0166 29.5238 0.0409 -0.0491 0.0191
Si 5.4347 0.0241 29.4882 -0.0129 0.0196 0.0514
Si 2.7631 2.714 29.5226 0.0229 -0.0251 0.0535
Si 8.1619 2.7841 29.475 -0.0528 0.0458 -0.009
Si -0.0289 5.5184 29.4961 -0.0174 0.0177 0.0506
Si 5.5005 5.4594 29.503 0.0242 -0.0335 0.0041
Si 2.7429 8.2241 29.4449 0.0256 -0.0204 -0.0513
Si 8.2466 8.1703 29.5264 0.0334 -0.0406 0.0698
Si 1.3877 1.3621 30.9028 0.001 -0.0086 0.019
Si 6.8051 1.3927 30.8333 0.0203 0.032 -0.0008
Si 4.1222 4.096 30.8836 0.0087 0.0101 -0.0025
Si 9.5413 4.1343 30.8403 -0.015 -0.0195 0.0002
Si 1.3638 6.873 30.827 0.0211 0.0234 -0.0107
Si 6.8606 6.8148 30.8945 -0.0212 -0.0097 0.0091
Si 4.0826 9.5887 30.842 -0.0343 -0.0248 0.0102
Si 9.5956 9.5585 30.8919 0.0333 0.0381 0.0072
Si 2.7426 -0.024 0.7209 0.0153 0.0258 0.0082
Si 8.172 0.0219 0.6553 -0.0332 -0.0344 -0.0234
Si -0.0397 2.7598 0.6653 0.031 0.0062 -0.0159
Si 5.478 2.7217 0.7136 -0.0209 -0.0158 0.0023
Si 2.7082 5.4952 0.6588 -0.0057 -0.0292 -0.0235
Si 8.2119 5.4439 0.7306 0.0008 -0.0174 0.0074
Si 0.0331 8.1926 0.7132 0.0117 -0.0078 -0.0056
Si 5.4538 8.2232 0.6654 0.0255 0.0282 -0.0203
Si 4.1179 1.341 2.073 0.0015 0.0048 -0.0177
Si 9.5092 1.3985 2.0266 -0.0546 0.0837 -0.049
Si 1.3158 4.1441 2.0332 -0.0409 0.0494 -0.0216
Si 6.8459 4.0663 2.0897 0.047 -0.041 -0.0299
Si 4.0605 6.8777 2.0262 -0.0746 0.0588 -0.0618
Si 9.6035 6.8119 2.0643 0.0496 -0.0472 -0.0405
Si 1.3762 9.5571 2.0938 0.0074 -0.0189 -0.0207
Si 6.818 9.5878 2.0492 -0.01 0.0179 0.0115
Si -0.0734 0.0086 3.3198 0.2689 0.0149 0.262
Si 5.4694 -0.0116 3.5041 0.0141 -0.0103 -0.1115
Si 2.6849 2.7376 3.3098 0.0585 -0.0225 0.3302
Si 8.1859 2.7022 3.5296 0.004 0.0814 -0.0926
Si -0.0204 5.4757 3.5243 0.0375 -0.0302 -0.1372
Si 5.4381 5.4934 3.3042 -0.0108 -0.1823 0.3306
Si 2.7334 8.2021 3.5162 -0.0284 0.0039 -0.0887
Si 8.2314 8.197 3.3499 -0.1137 0.0155 0.1565
Si 1.2834 1.3793 4.6705 -0.0374 -0.0165 -0.1446
Si 6.8362 1.3123 4.9223 -0.0588 -0.0123 0.095
Si 4.0525 4.1275 4.6563 -0.0035 0.0054 -0.1801
Si 9.5636 4.0809 4.9062 0.0042 -0.1501 0.0802
Si 1.3528 6.8432 4.9097 0.1195 -0.0259 0.0703
Si 6.8327 6.8264 4.6748 -0.0154 0.0064 -0.2128
Si 4.1037 9.5724 4.895 -0.0031 0.0302 0.1079
Si 9.5626 9.5765 4.7414 -0.0359 -0.0023 -0.1207
Si 2.6124 0.0496 6.105 0.0406 -0.0741 -0.1256
Si 8.2576 -0.0964 6.2694 0.0094 0.0098 -0.0928
Si -0.0069 2.6609 6.2181 0.0707 0.0419 -0.0592
Si 5.372 2.7716 6.0857 0.0549 -0.0667 -0.129
Si 2.7482 5.4261 6.1778 -0.0273 -0.0689 -0.052
Si 8.0626 5.4167 6.1508 0.0016 -0.0395 0.0227
Si 0.0394 8.3385 6.2114 0.0374 0.011 -0.0076
Si 5.5414 8.1319 6.1554 0.0196 0.042 -0.1203
Si 3.489 1.9193 7.2032 -0.0874 0.1222 0.2041
Si 10.0449 0.8511 7.4836 -0.0666 -0.0172 0.262
Si 1.7848 3.6438 7.39 -0.0732 0.045 0.1102
Si 6.1991 4.5183 7.4019 -0.1021 0.0062 0.2988
Si 4.6324 6.303 7.279 0.0593 -0.0008 0.198
As 9.1229 7.2467 7.3147 0.6537 -0.7113 0.1588
Si 0.9056 10.175 7.5394 0.0475 0.0732 0.3453
Si 7.3644 8.9588 7.4332 -0.5784 0.4101 0.7868
O 4.6026 6.6137 8.9028 0.0549 -0.0336 -0.2347
O 1.3704 3.9624 8.9708 -0.0108 -0.0114 -0.119
O 9.8799 6.3732 8.7647 -0.3442 0.3785 -0.9448
O 1.312 10.1136 9.1679 -0.1235 0.0213 -0.3473
O 6.0735 4.2085 9.0381 0.0077 0.0868 -0.3088
O 3.7134 1.5653 8.7871 -0.0381 0.0554 -0.265
O 7.1436 8.9689 9.0881 0.0901 -0.0583 -0.2875
O 9.6695 1.0911 9.0822 0.101 -0.062 -0.3073
O 8.2402 2.5332 22.7384 0.0655 -0.0423 0.2776
O 10.9871 5.5577 22.6423 0.0298 -0.0725 0.2604
O 5.6302 0.0862 22.6296 0.0466 -0.082 0.2604
O 5.2915 5.3974 22.6339 -0.0593 0.0512 0.2789
O 2.1401 2.8042 22.474 -0.0165 0.0767 0.2569
O 3.3218 7.8479 22.5072 0.0624 -0.0307 0.262
O 8.3797 8.7419 22.41 -0.0905 0.0238 0.2673
O -0.1835 11.2403 22.7418 -0.0603 0.0596 0.2635
Si 2.1661 2.9696 12.8957 0.0283 -0.0259 0.3498
Si 8.6889 1.2915 10.3623 0.0049 0.0781 0.3531
Si 1.0686 4.4946 15.35 0.004 0.01 0.1925
Si 7.5613 5.5576 12.2049 -0.0263 -0.0207 0.3961
Si 2.4047 8.1835 21.2109 -0.055 0.0358 -0.2389
Si 5.4289 7.7631 12.4694 -0.0329 -0.0168 0.3845
Si 9.2688 0.446 15.4997 -0.0274 0.0047 0.1883
Si 2.9119 -0.0507 16.653 -0.022 0.0098 0.0672
Si 10.4752 1.1513 12.605 0.0444 0.013 0.3584
Si 7.7595 2.8306 21.2281 -0.0052 0.0386 -0.2669
Si 9.1326 8.7778 14.4622 -0.0719 0.0224 0.209
Si 1.4863 4.7695 10.3883 0.2838 -0.1946 0.2548
Si 4.4753 9.4818 19.1341 0.0117 0.0024 -0.0779
Si 11.0649 6.0989 21.1098 -0.0002 0.0119 -0.2511
Si 6.6183 10.4413 14.8484 0.0159 0.0216 0.1549
Si 5.3845 0.7323 21.1665 -0.0358 0.0251 -0.2609
Si 2.3507 9.797 10.3998 0.0845 -0.0687 0.3795
Si 0.4229 10.6338 21.3827 0.0612 -0.0462 -0.2182
Si 5.8494 5.2532 21.1254 0.0342 0.0016 -0.2605
Si 3.648 7.0803 10.1123 -0.017 0.0026 0.3731
Si 9.047 5.6759 14.8462 0.0425 0.0058 0.2446
Si 3.6582 4.08 19.0909 -0.0049 0.0101 -0.0849
Si 10.029 3.6606 19.3152 0.0001 -0.0037 -0.083
Si 4.2643 8.6621 15.3552 -0.0537 0.0365 0.2361
Si 0.4554 1.9132 17.1559 0.0169 -0.0183 0.0391
Si 6.7867 7.533 19.2466 -0.0075 -0.0042 -0.0803
Si 5.2609 3.6178 16.7435 -0.0034 0.0182 0.0641
Si 7.782 5.0123 17.5266 -0.0167 -0.012 0.0633
Si 6.6889 9.8932 10.3662 -0.1123 0.0724 0.385
Si 4.3904 1.0289 10.1348 0.0012 -0.0183 0.2772
Si -0.0318 9.0799 11.8984 -0.057 0.0806 0.4006
Si 9.0955 8.6305 20.934 0.0297 -0.0175 -0.2346
Si 4.5612 1.6594 14.5857 0.0197 -0.0077 0.2166
Si 2.4406 2.0831 21.0431 0.0345 -0.0282 -0.2301
Si 6.3334 3.3179 10.3797 0.097 -0.0468 0.3856
Si 3.435 5.9119 16.7299 0.0065 -0.0162 0.0446
Si 9.92 6.4943 10.3877 -0.1504 0.2166 0.7423
O 0.1217 2.624 18.5847 -0.0033 0.0051 0.0148
O 2.9297 9.6262 15.5715 0.021 -0.0292 -0.0575
O 10.8588 4.8009 20.1443 0.0161 0.0452 0.0805
O 7.5639 2.3652 9.9253 0.0003 0.0346 -0.0906
O 10.9692 5.3317 10.9199 -0.1818 0.1429 -0.3129
O 6.5956 6.6985 12.8703 0.0155 -0.0103 -0.1292
O 10.3183 8.0477 10.7787 -0.0463 -0.2099 -0.2943
O 7.6663 9.4483 14.002 0.0044 -0.0349 -0.0973
O 8.4331 6.1993 10.9901 0.2055 0.0468 -0.3204
O 5.3509 10.4882 20.061 0.0135 0.0393 0.0836
O 2.2123 3.7318 11.4404 -0.0551 0.1216 -0.2475
O 7.9649 8.5505 19.7547 0.0388 0.0137 0.071
O 6.2014 6.7305 20.5465 -0.0199 -0.0342 0.0836
O 5.5176 2.7068 15.4158 -0.0067 -0.031 -0.0749
O 1.3029 0.9228 20.6965 -0.0231 -0.0017 0.0721
O 6.0951 9.0006 11.6052 0.0874 0.1268 -0.2819
O 4.6195 4.9807 16.1094 0.0025 0.002 -0.0267
O 6.5952 3.902 17.642 0.0038 0.0033 -0.016
O 10.5518 10.6656 11.8063 -0.0018 -0.0687 -0.1515
O 5.5844 0.4905 13.9913 0.0009 -0.0061 -0.0873
O 8.0123 5.0913 15.9316 0.0245 0.0119 -0.0971
O 9.7308 9.806 15.5919 0.0094 -0.0323 -0.0754
O -0.396 5.1413 15.1469 -0.0362 0.0096 -0.0725
O 1.5585 6.8411 20.7954 0.0081 0.0013 0.0734
O 1.4974 0.6275 17.17 0.0018 0.0016 -0.0094
O 6.5871 1.7751 20.7994 0.0084 -0.0097 0.0784
O 1.0137 1.8016 12.8338 -0.0261 -0.0336 -0.114
O 3.2484 5.4945 18.3243 0.0045 -0.0018 0.0086
O 9.5202 1.9995 11.5895 -0.0987 0.0066 -0.216
O 1.026 3.0925 16.1841 0.0024 0.0328 -0.0614
O 8.5968 5.1205 13.3847 -0.0732 -0.0026 -0.2345
O 10.2728 8.5825 13.3086 0.1101 -0.0008 -0.2284
O 1.4378 9.4009 21.6947 -0.0014 0.0016 0.0574
O 10.0776 9.9293 20.6017 0.0011 0.0122 0.0721
O 3.1921 0.1891 10.9071 -0.0136 0.0283 -0.1112
O 5.078 2.3473 10.8453 -0.0415 -0.0253 -0.1229
O 1.7437 4.1537 13.919 0.0239 -0.042 -0.1621
O 7.9549 10.8264 10.8311 -0.0352 -0.0477 -0.129
O 9.1356 4.4717 18.2258 0.0087 -0.0032 0.0104
O 5.6391 9.4943 15.776 0.0106 -0.0089 -0.0561
O 5.5449 -0.0523 9.782 0.0402 -0.0272 -0.1586
O 3.5988 2.303 13.4065 -0.0679 0.0374 -0.149
O 1.9795 5.6429 16.0544 -0.0265 -0.0223 -0.059
O 9.7208 1.0274 14.0397 0.0618 0.0291 -0.2071
O 4.3882 6.9303 11.542 -0.0812 -0.0222 -0.2104
O 4.7512 4.4827 20.2188 0.033 0.0234 0.0848
O 9.9522 1.341 16.6484 -0.0222 -0.0236 -0.0537
O 6.6944 4.2886 11.6458 -0.0422 -0.0824 -0.1928
O 5.5722 8.3996 18.5781 -0.0009 0.001 0.0197
O 9.0669 2.7343 20.2581 -0.0367 -0.0127 0.0776
O 3.6096 1.1257 15.7879 0.027 0.0281 -0.071
O 4.2174 3.0724 17.9042 0.0003 0.0005 0.0071
O 9.9027 7.2135 20.8809 0.0064 -0.0018 0.0662
O 3.3533 8.6555 9.8169 -0.0075 0.0008 -0.1149
O 3.9385 7.4197 16.368 0.0185 0.0345 -0.0616
O 7.6346 0.4775 15.6985 0.0025 -0.0147 -0.048
O 8.9294 7.2897 15.0407 0.0034 0.0113 -0.0694
O 3.9247 1.4363 21.1535 0.0102 0.0025 0.0655
O 1.5976 9.1127 11.6987 0.0468 0.0224 -0.1871
O 2.3359 6.1374 10.1425 -0.0436 -0.0001 -0.08
O 7.3453 6.4587 18.1483 -0.0008 0.0085 0.0097
O 7.2169 4.3663 21.1221 -0.0028 -0.0205 0.0739
O 4.5693 8.236 13.7923 0.0744 -0.053 -0.2585
O 3.3229 8.6686 19.9623 -0.0346 -0.0296 0.0844
O 2.4901 3.2363 19.8696 -0.0178 -0.0338 0.0762
O 3.732 10.3555 17.9677 0.0062 -0.0109 0.0064

Results
free energy: -135409.651 eV
free energy less fixed offsets of As -4856.12, O -568.88, Si -635.61 eV per atom: -4.851 eV

The program warned: the cutoff lies below the one the program advises for these potential files; the exchange-correlation potential is rough where the density is thin.
